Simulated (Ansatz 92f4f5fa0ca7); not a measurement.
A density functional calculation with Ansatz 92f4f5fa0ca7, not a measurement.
Periodic cell of 223 atoms, Si133O90, from a study of silicon, its oxide and their interface. The atomic structure is a simulated model.
Doubt: the cutoff is low for norm-conserving oxygen, so forces and energies are approximate.
Doubt: the program's own warning below bears on the result.
This geometry differs little from another in the collection (a relaxation step or a small displacement).

Settings: functional HSE06; potential files SPMS norm-conserving; basis plane waves; wave-function cutoff 800 eV; density cutoff ratio 4; exchange-correlation grid ratio 1; k mesh 1 x 1 x 1, Gamma-centred; occupations fixed; spin none; net charge 0.

Cell vectors (angstrom)
a 10.938 0 0
b 0 10.938 0
c 0 0 32.1988

Atoms: element, x, y, z (angstrom)
Si 10.5946 0.2493 24.8138
Si 5.7466 10.6845 24.7158
Si 2.5103 2.9295 24.6407
Si 8.4273 2.5003 24.8291
Si 0.2956 5.1793 24.7478
Si 5.1418 5.7764 24.6639
Si 2.9174 8.026 24.5883
Si 7.952 8.4279 24.7232
Si 1.3472 1.3779 26.0153
Si 6.8377 1.3313 26.0935
Si 4.0606 4.1273 25.9938
Si 9.6157 4.0877 26.0814
Si 1.4043 6.8356 26.0072
Si 6.7716 6.8533 26.018
Si 4.1013 9.5541 25.9821
Si 9.5049 9.5711 26.1034
Si 2.7355 -0.0036 27.367
Si 8.1843 -0.0034 27.4803
Si 0.0197 2.7258 27.4475
Si 5.4495 2.7522 27.3828
Si 2.733 5.477 27.4211
Si 8.1907 5.4794 27.3794
Si 0.0061 8.1923 27.388
Si 5.4461 8.2155 27.4204
Si 4.1018 1.3673 28.7805
Si 9.5708 1.3673 28.7805
Si 1.3673 4.1018 28.7805
Si 6.8362 4.1018 28.7805
Si 4.1018 6.8362 28.7805
Si 9.5708 6.8362 28.7805
Si 1.3673 9.5708 28.7805
Si 6.8362 9.5708 28.7805
Si 0 0 30.1478
Si 5.469 0 30.1478
Si 2.7345 2.7345 30.1478
Si 8.2035 2.7345 30.1478
Si 0 5.469 30.1478
Si 5.469 5.469 30.1478
Si 2.7345 8.2035 30.1478
Si 8.2035 8.2035 30.1478
Si 1.3673 1.3673 31.515
Si 6.8362 1.3673 31.515
Si 4.1018 4.1018 31.515
Si 9.5708 4.1018 31.515
Si 1.3673 6.8362 31.515
Si 6.8362 6.8362 31.515
Si 4.1018 9.5708 31.515
Si 9.5708 9.5708 31.515
Si 2.7345 0 0.6835
Si 8.2035 0 0.6835
Si 0 2.7345 0.6835
Si 5.469 2.7345 0.6835
Si 2.7345 5.469 0.6835
Si 8.2035 5.469 0.6835
Si 0 8.2035 0.6835
Si 5.469 8.2035 0.6835
Si 4.1018 1.3673 2.0507
Si 9.5708 1.3673 2.0507
Si 1.3673 4.1018 2.0507
Si 6.8362 4.1018 2.0507
Si 4.1018 6.8362 2.0507
Si 9.5708 6.8362 2.0507
Si 1.3673 9.5708 2.0507
Si 6.8362 9.5708 2.0507
Si 0 0 3.418
Si 5.469 0 3.418
Si 2.7345 2.7345 3.418
Si 8.2035 2.7345 3.418
Si 0 5.469 3.418
Si 5.469 5.469 3.418
Si 2.7345 8.2035 3.418
Si 8.2035 8.2035 3.418
Si 1.381 1.3653 4.7007
Si 6.8386 1.3497 4.8732
Si 4.1401 4.0805 4.7953
Si 9.5734 4.0853 4.7618
Si 1.389 6.8344 4.8128
Si 6.824 6.8643 4.7582
Si 4.1183 9.5746 4.8215
Si 9.5503 9.5618 4.7892
Si 2.7536 0.089 6.1048
Si 8.1962 -0.065 6.2633
Si 0.0056 2.671 6.0574
Si 5.4737 2.7359 6.2755
Si 2.8073 5.4759 6.164
Si 8.1873 5.4674 6.0676
Si -0.0036 8.2097 6.1549
Si 5.5194 8.2272 6.2213
Si 3.8341 1.603 7.6096
Si 9.8144 1.1415 7.4683
Si 1.622 3.7975 7.2924
Si 6.6502 4.415 7.4971
Si 4.4009 6.64 7.5313
Si 9.361 6.9614 7.4172
Si 1.1177 9.9283 7.3273
Si 7.1486 9.2103 7.6835
O 8.237 8.0239 7.9018
O 2.6958 2.7377 7.9173
O 9.5144 1.3868 24.3069
O 4.0352 6.8914 24.1334
O 0.0195 0.0528 7.9425
O 5.5349 5.533 7.9752
O 6.8612 9.5657 24.2456
O 1.3919 4.0663 24.2162
O 3.8418 7.4273 8.8782
O 0.7951 4.3915 8.5431
O 9.864 6.2205 8.7906
O 2.0205 9.3639 8.5499
O 7.4744 3.8988 8.8165
O 4.288 1.0105 9.0753
O 6.7422 9.5273 9.2344
O 9.1528 1.8425 8.791
O 7.6985 3.2226 23.5671
O 10.5403 5.8757 23.4535
O 5.115 0.4327 23.3795
O 5.8297 5.095 23.3509
O 3.1871 2.2316 23.3067
O 2.2159 8.7518 23.2669
O 8.626 7.7207 23.409
O 0.1937 10.4344 23.4888
Si 4.4388 1.5894 22.4723
Si 3.4926 7.9681 14.0201
Si 7.1094 0.991 14.6756
Si 0.9067 9.3871 22.5049
Si 1.1686 4.2845 11.855
Si 6.2516 9.004 15.2982
Si 0.6792 1.3681 12.2417
Si 8.6338 4.9758 20.5075
Si 0.3521 5.7069 9.3266
Si 5.1005 3.1582 17.9173
Si 0.881 3.7915 16.7005
Si 10.3912 2.8556 19.1886
Si 5.2771 1.2104 10.3646
Si 0.8812 0.2027 19.8294
Si 6.6358 9.4597 10.8615
Si 9.345 9.7339 18.2681
Si 9.3668 9.2453 12.573
Si 6.5858 3.8781 22.5997
Si 2.4238 8.0534 9.3721
Si 10.5871 7.4166 17.0392
Si 2.5089 6.3347 16.5579
Si 10.1467 4.5232 14.1695
Si 6.138 9.2282 18.4706
Si 7.96 2.5733 9.6022
Si 8.8847 2.1595 12.4772
Si 5.3326 6.2812 18.0237
Si 3.9545 0.6032 19.4693
Si 4.2671 3.8324 12.0848
Si 5.5307 6.6234 12.1532
Si 8.0132 2.5548 17.2122
Si 4.3557 2.4736 14.9694
Si 1.5383 1.2506 15.1904
Si 1.544 9.3978 12.0263
Si 8.0292 6.8731 13.8753
Si 10.3632 9.8798 15.4457
Si 9.8167 7.0109 22.5679
Si 8.1252 5.5267 17.4376
O 6.0323 7.9767 11.3137
O 6.0183 9.233 16.867
O 7.7093 1.3836 13.2335
O 0.9778 1.7687 13.7756
O 9.4236 6.3112 16.9138
O 6.7576 6.2543 13.1232
O 5.111 4.6999 18.5343
O 9.2159 2.1888 18.25
O 2.3883 0.1866 19.1363
O 9.4239 10.2795 16.7225
O 2.772 4.381 11.7763
O 5.0735 10.3582 19.0792
O 9.4091 3.2535 13.5193
O 0.4088 1.7696 19.9353
O 3.1491 1.3825 15.0736
O 8.1567 5.4269 19.0438
O 3.8902 6.6158 17.3576
O 4.5626 3.2569 16.3788
O 9.0338 5.6877 14.3086
O 5.5042 2.7649 22.1684
O 10.708 4.2576 15.6468
O 0.3373 3.8267 18.2239
O 10.4612 10.549 19.1297
O 9.6136 10.0279 14.0074
O 10.8758 8.1474 22.1356
O 1.165 2.2343 16.4034
O 9.7204 3.7866 20.3328
O 8.1877 4.0805 16.7354
O -0.0615 9.1042 11.9536
O 6.5914 2.5103 17.9764
O 5.5937 10.728 11.1527
O 7.7546 9.6225 18.7609
O 10.0304 1.0624 12.0882
O 1.3687 6.9028 9.0316
O 0.5482 4.7541 13.2767
O 5.6924 7.6724 18.8976
O 5.1945 5.1018 11.5951
O 2.7351 7.0405 15.1169
O 0.8906 2.7396 11.4219
O 0.8098 10.7579 15.4592
O 2.3341 8.5379 10.904
O 4.698 2.4427 11.297
O 4.2467 3.4817 13.6913
O 2.1856 4.7397 16.5081
O 10.6882 8.3094 15.6838
O 6.9058 10.3383 14.6905
O 2.3571 8.9604 13.3785
O 7.9914 1.5891 15.909
O 4.1437 7.0402 12.8727
O 4.2329 2.0269 18.708
O 7.337 4.4378 21.2967
O 8.425 2.8942 11.1152
O 1.1671 6.9108 17.2913
O 5.6563 1.6057 14.7524
O 8.11 9.7303 11.5952
O 9.2434 6.2611 21.2651
O 8.931 7.7394 12.8879
O 1.5934 0.0901 11.8272
O 6.6651 6.1563 17.0841
O 7.3571 7.8386 15.0088
O 1.1674 10.2655 21.1729
O 10.0372 8.2758 18.2793
O 4.0198 0.9108 21.0675
O 0.399 5.3023 10.8675
O 6.6893 1.6056 9.699
O 4.7813 8.7355 14.6551

Results
free energy: -55385.453 eV
free energy less fixed offsets of O -447.96, Si -113.29 eV per atom: -1.483 eV
gap between the highest filled and lowest empty level on this k mesh: 1.206 eV

The program warned: the cutoff lies below the one the program advises for these potential files; the model core charge is not resolved on the grid; the forces do not sum to zero within the program's tolerance; the exchange-correlation potential is rough where the density is thin.
